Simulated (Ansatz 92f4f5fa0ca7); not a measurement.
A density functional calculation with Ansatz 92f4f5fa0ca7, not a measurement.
Periodic cell of 262 atoms, Si166O96, from a study of silicon, its oxide and their interface. The atomic structure is a simulated model.
Doubt: the cutoff is far below the 930 eV that the study's wrapper takes by default for these files, so forces and energies are approximate.
This geometry differs little from another in the collection (a relaxation step or a small displacement).

Settings
functional: PBE
potential files: Ansatz PAW
basis: plane waves
wave-function cutoff: 580 eV
density cutoff ratio: 5
exchange-correlation grid ratio: 1
k mesh: 1 x 1 x 1, Gamma-centred
self-consistency stop: 5e-08 eV per atom in the density residual
occupations: fixed
spin: none
net charge: 0

Cell vectors (angstrom)
a, 10.938, 0, 0
b, 0, 10.938, 0
c, 0, 0, 38.2063

Atoms: element, x, y, z (angstrom)
Si, 0, 0, 0.683
Si, 5.469, 0, 0.683
Si, 2.7345, 2.7345, 0.683
Si, 8.2035, 2.7345, 0.683
Si, 0, 5.469, 0.683
Si, 5.469, 5.469, 0.683
Si, 2.7345, 8.2035, 0.683
Si, 8.2035, 8.2035, 0.683
Si, 1.3673, 1.3673, 2.0503
Si, 6.8362, 1.3673, 2.0503
Si, 4.1018, 4.1018, 2.0503
Si, 9.5708, 4.1018, 2.0503
Si, 1.3673, 6.8362, 2.0503
Si, 6.8362, 6.8362, 2.0503
Si, 4.1018, 9.5708, 2.0503
Si, 9.5708, 9.5708, 2.0503
Si, 2.7345, 0, 36.1548
Si, 8.2035, 0, 36.1548
Si, 0, 2.7345, 36.1548
Si, 5.469, 2.7345, 36.1548
Si, 2.7345, 5.469, 36.1548
Si, 8.2035, 5.469, 36.1548
Si, 0, 8.2035, 36.1548
Si, 5.469, 8.2035, 36.1548
Si, 4.1018, 1.3673, 37.5221
Si, 9.5708, 1.3673, 37.5221
Si, 1.3673, 4.1018, 37.5221
Si, 6.8362, 4.1018, 37.5221
Si, 4.1018, 6.8362, 37.5221
Si, 9.5708, 6.8362, 37.5221
Si, 1.3673, 9.5708, 37.5221
Si, 6.8362, 9.5708, 37.5221
Si, 2.9423, -1.9036, 21.5879
Si, 6.8893, -1.378, 32.0641
Si, 2.0683, 7.2441, 29.5899
Si, 10.2435, 5.3614, 19.2736
Si, 0.1262, 8.1702, 30.6246
Si, 8.3589, 10.7415, 30.6524
Si, 1.9041, 5.7901, 24.6343
Si, 3.0705, 11.5781, 14.6668
Si, 0.5988, -2.4954, 25.3933
Si, 6.7818, -4.0876, 29.4255
Si, 3.524, -0.4051, 27.5982
Si, 5.4459, 8.2387, 30.7462
Si, 3.0722, 1.9861, 28.0481
Si, 9.6601, 6.7882, 31.9662
Si, 1.314, 9.5452, 32.1693
Si, 7.2311, 12.2733, 29.3012
Si, 2.6946, -0.0714, 30.8532
Si, 8.2825, 5.4195, 30.5874
Si, 1.4289, -0.4553, 26.3868
Si, 5.616, 5.4187, 27.9921
Si, 5.6774, 2.6621, 30.6062
Si, 10.8246, 2.6632, 20.4202
Si, 0.6824, 3.4262, 23.1643
Si, 9.7612, 4.1344, 29.1482
Si, 1.4882, 4.1382, 32.0853
Si, 9.6364, 1.3552, 31.9938
Si, -2.7282, 1.4836, 25.1234
Si, 6.9278, 4.0829, 32.0182
Si, 4.2187, 6.7724, 32.1252
Si, 6.5627, 5.0649, 21.2258
Si, 2.2149, 12.4213, 25.2201
Si, 9.6413, 9.3585, 29.1093
Si, -0.0076, 0.0234, 33.4672
Si, 5.523, -0.0154, 33.4364
Si, 2.8296, 2.7087, 33.395
Si, 8.2451, 2.6926, 33.3821
Si, 0.052, 5.4686, 33.4209
Si, 5.5786, 5.4301, 33.4549
Si, 2.7506, 8.1495, 33.4254
Si, 8.2551, 8.149, 33.3764
Si, 1.3974, 1.384, 34.7847
Si, 6.8569, 1.3798, 34.7892
Si, 4.1354, 4.1028, 34.788
Si, 9.5832, 4.0913, 34.7623
Si, 1.3748, 6.8384, 34.8077
Si, 6.88, 6.8402, 34.7989
Si, 4.1069, 9.5595, 34.7734
Si, 9.5578, 9.5675, 34.7847
Si, 2.7258, 0.0005, 3.4271
Si, 8.175, -0.0296, 3.4408
Si, -0.0121, 2.7308, 3.3911
Si, 5.3972, 2.684, 3.388
Si, 2.686, 5.4426, 3.4189
Si, 8.2088, 5.4888, 3.4085
Si, -0.0337, 8.1954, 3.4216
Si, 5.4686, 8.218, 3.3892
Si, 4.0639, 1.3427, 4.8666
Si, 9.5483, 1.3947, 4.7364
Si, 1.2816, 4.0821, 4.8224
Si, 6.749, 4.1056, 4.6255
Si, 4.0628, 6.872, 4.6768
Si, 9.5104, 6.8924, 4.8558
Si, 1.3069, 9.5975, 4.7525
Si, 6.7681, 9.5555, 4.8524
Si, -0.0349, 0.0656, 6.1233
Si, 6.866, 1.3833, 7.5018
Si, 2.6507, 2.7162, 6.2127
Si, 4.8609, 7.6078, 8.7603
Si, 3.1833, 5.8882, 8.6837
Si, 4.0982, 4.1806, 7.3294
Si, 1.4021, 6.813, 7.4045
Si, 5.4103, 10.8893, 6.2944
Si, 4.8318, 2.8262, 10.6896
Si, 5.7758, 3.1271, 8.5664
Si, 5.4311, 5.4963, 5.9605
Si, 10.339, 2.4974, 8.5706
Si, 3.9552, 9.4918, 7.6024
Si, 8.1019, 8.2211, 6.302
Si, 1.272, 12.3155, 7.6347
Si, 6.6695, 6.7425, 7.5475
Si, 2.6969, -2.7297, 6.0325
Si, 8.057, 2.7479, 5.9476
Si, 3.9274, 0.1804, 11.7544
Si, 9.2085, 4.1393, 7.389
Si, -2.1945, 0.7482, 8.8777
Si, 8.8362, 1.9066, 11.7282
Si, -1.458, 9.7514, 7.5516
Si, 5.577, 11.2939, 18.6064
Si, 4.6261, -2.7317, 11.7923
Si, 7.0256, 4.5583, 11.3404
Si, -2.1947, 8.1583, 13.176
Si, 10.5776, 3.6896, 10.5485
Si, 7.3735, 4.9041, 8.8746
Si, 14.511, 10.1682, 18.8063
Si, 3.0437, 7.3892, 17.7851
Si, 2.6279, 4.7005, 10.6594
O, 29.6096, 10.7788, 21.2691
O, -11.0992, 10.7747, 17.473
O, -20.8079, -6.546, 10.3596
O, 38.7227, -10.0369, 17.0909
O, 5.8501, -26.9341, 15.1882
O, 2.6913, -27.385, 12.1457
O, 4.9716, -9.5096, 11.5393
O, 37.2731, -4.2611, 17.4294
O, 33.7581, -19.0301, 21.6573
O, 12.639, -28.616, 15.8905
O, 12.0839, 5.2204, 25.9765
O, 12.1541, 13.2784, 24.2498
O, 13.9236, 0.0787, 10.4201
O, 31.5867, -20.3685, 20.6541
O, 22.4412, -3.999, 11.6454
O, 8.8197, 7.4312, 11.7223
O, -4.7866, -2.2975, 21.9349
O, -0.8281, 10.2914, 22.1411
O, 2.3792, -10.6075, 19.0538
O, 22.1314, -5.8658, 17.9764
O, 12.5092, -25.4073, 24.5324
O, 11.1234, -2.2975, 18.9378
O, -7.2948, 29.5969, 22.2149
O, -2.325, 1.3791, 13.2329
Si, 17.3609, 6.4696, 13.7755
Si, 23.2256, 1.3258, 29.5072
Si, 27.0678, -3.3977, 22.6585
Si, 13.9201, 16.2938, 30.6903
Si, 22.2799, -14.3165, 14.842
Si, 24.9028, -7.6807, 16.0926
Si, 8.4886, 3.952, 23.5712
Si, 18.9052, -13.8181, 27.7795
Si, 18.1218, 16.8954, 18.9872
Si, 15.0693, 0.5619, 22.9865
Si, 0.0908, 13.7883, 30.737
Si, -10.8195, 8.3778, 8.5802
Si, 11.522, -15.7425, 27.2089
Si, 6.8594, 20.9551, 22.4294
Si, 7.5333, -5.4119, 25.9119
Si, 5.278, 5.4718, 16.6708
Si, 20.2633, -0.0717, 20.7925
Si, 26.5585, 2.5142, 20.5805
Si, 9.4809, 10.0871, 23.6495
Si, 2.3177, 10.5783, 8.9838
Si, 10.7663, 0.2542, 28.077
Si, -6.7046, 14.794, 29.1504
Si, 11.9466, -3.2647, 19.9533
Si, 19.475, 0.0211, 14.0943
Si, 13.2477, -8.9888, 18.8221
Si, -0.8825, 6.6791, 10.9652
Si, 20.9689, -12.0578, 18.6137
Si, 11.1983, -0.5048, 15.9094
Si, 4.2224, -9.6062, 31.9984
Si, 9.1289, -19.7445, 28
Si, 6.3065, -0.2989, 26.8033
Si, 29.0152, 8.9565, 18.0083
Si, -0.1237, -16.4194, 6.2019
Si, 16.8446, -11.1801, 15.8999
Si, 4.8817, 17.2646, 25.2227
Si, 1.996, -4.0392, 12.4047
Si, 22.8298, -5.4624, 16.5707
Si, 14.5566, 9.1391, 29.5268
O, 2.9989, 29.8866, 11.7556
O, 9.9742, 25.8844, 20.1156
O, 6.9332, -28.1318, 27.2156
O, 35.5395, -8.723, 17.2924
O, 12.5832, 0.2283, 15.3918
O, 12.0953, -1.5023, 9.3585
O, 15.3448, 10.7457, 15.2182
O, -19.2532, -8.4768, 26.4954
O, 52.4091, 15.8467, 24.9105
O, -1.0483, 10.845, 15.0063
O, 15.6925, -11.6302, 26.4893
O, 48.6073, -15.4397, 26.8676
O, -18.1068, -12.471, 20.2346
O, -0.6009, 2.62, 11.7746
O, 18.5533, -14.3586, 14.1552
O, 20.6186, -16.802, 10.9016
O, 30.5, 11.6791, 10.5683
O, -3.2223, 24.4378, 23.9914
O, 18.0675, 0.1097, 14.9045
O, 6.6916, -11.7115, 19.0064
O, -0.116, 17.1024, 15.5465
O, 25.2147, 2.8488, 19.7195
O, 29.8128, 20.4959, 23.5685
O, -7.8926, -11.551, 22.584
O, 2.3892, -3.8497, 19.264
O, 27.1199, -3.6329, 12.9998
O, 27.296, 4.1537, 11.4601
O, 14.5516, 12.0937, 24.4069
O, 14.133, -34.7289, 17.6711
O, 3.2946, -41.4854, 14.8241
O, 10.0162, -18.2964, 23.2196
O, 5.666, 0.0047, 23.043
O, 5.6667, 34.371, 19.6932
O, 11.5113, -2.107, 15.8383
O, 8.7576, 20.0483, 17.8264
O, 45.5179, 29.1145, 13.9782
O, -3.1714, -7.8437, 11.4217
O, 16.2397, -3.1615, 10.3678
O, -7.7118, -7.7634, 10.6751
O, 30.6457, -19.5378, 26.3903
O, 6.2354, 38.2939, 24.8987
O, -11.7549, -3.5662, 9.5064
O, -25.0309, 48.3492, 22.242
O, 26.752, -1.1329, 11.9883
O, 21.472, -27.5375, 28.1742
O, 19.3769, 9.7404, 13.0162
O, -12.4551, 22.422, 24.5142
O, 38.3571, 3.8281, 20.9253
O, -5.8011, 18.6096, 24.3071
O, 34.2102, 4.8873, 23.3733
O, 21.1359, -24.8052, 13.8188
O, 6.4712, 5.1091, 17.7475
O, 18.1354, 20.2428, 27.0294
O, 40.919, -14.9271, 26.5134
O, -5.2625, -15.7662, 22.1015
O, -7.4179, 5.5913, 24.7238
O, -8.9194, -15.1722, 16.7332
O, 8.8046, -5.0361, 18.771
O, -26.5296, -23.5825, 16.6081
O, 2.9618, -10.5787, 13.061
O, -14.7326, -16.4856, 12.769
O, 15.081, -9.1585, 21.918
O, 10.3517, -1.984, 24.4008
O, 6.7927, 18.4799, 18.7305
O, 12.3489, -2.3696, 21.2599
O, 28.8194, 11.515, 25.5917
O, 17.175, 11.5263, 28.1779
O, 12.8115, -4.2502, 28.0315
O, 0.7761, 13.2947, 19.0996
O, 0.0357, 17.352, 20.2993
O, 10.8386, 7.5001, 26.574
O, 26.1992, 4.1743, 16.4313

Results
free energy: -160121.495 eV
free energy less fixed offsets of O -568.88, Si -635.61 eV per atom: 2.245 eV

Forces (eV/angstrom), in the order of the atoms: element, x, y, z
Si, 0.0215, 0.0387, 0.0395
Si, -0.0088, 0.0078, -0.0443
Si, -0.0503, 0.064, -0.0701
Si, -0.0305, 0.0792, 0.0355
Si, 0.0138, 0.0631, -0.0476
Si, 0.0355, 0.0353, 0.0523
Si, 0.0017, 0.0423, 0.0298
Si, -0.0209, 0.011, -0.0664
Si, 0.1032, 0.0311, -0.0617
Si, -0.1133, -0.2521, 0.0456
Si, -0.4145, -0.0978, -0.1118
Si, 0.0513, 0.1867, -0.1162
Si, -0.2298, -0.0881, 0.0321
Si, 0.0934, 0.1275, -0.1372
Si, -0.0468, 0.2, -0.0942
Si, -0.2082, -0.0394, 0.0027
Si, 0.0869, -0.0615, -0.056
Si, -0.0781, -0.0643, 0.0546
Si, 0.1274, 0.1024, -0.0788
Si, 0.1035, -0.0303, 0.0824
Si, 0.0912, -0.1299, 0.005
Si, 0.2492, -0.1257, 0.0293
Si, -0.0328, 0.0877, 0.0159
Si, 0.125, -0.0111, -0.0799
Si, 0.0562, -0.029, 0.0047
Si, 0.0667, -0.0745, -0.0161
Si, -0.0046, -0.0481, 0.0139
Si, -0.0206, -0.0637, -0.0014
Si, 0.0013, -0.0556, -0.0097
Si, 0.0427, -0.0649, 0.0063
Si, -0.0462, -0.0282, -0.0125
Si, -0.0416, 0.0176, 0.0164
Si, 0.0156, -0.0128, 0.014
Si, -0.05, -0.011, 0.0129
Si, 0.1084, -0.0188, -0.0181
Si, -0.0067, 0.0061, -0.0044
Si, -0.0423, 0.0035, 0.021
Si, 0.0768, -0.0247, -0.0152
Si, 0.0352, 0.0133, -0.0382
Si, 0.023, 0.0135, 0.0145
Si, -0.0023, -0.0073, 0.0006
Si, -0.0533, -0.0106, 0.0551
Si, 0.0492, -0.0092, 0.0377
Si, 0.0643, 0.0061, -0.0081
Si, 0.0151, 0.044, -0.0004
Si, 0.0006, 0.0108, 0.0076
Si, 0.0003, -0.002, -0.0282
Si, -0.0748, 0.0798, -0.0715
Si, 0.0248, -0.0011, -0.0871
Si, 0.044, 0.0014, -0.0172
Si, -0.0723, -0.0271, -0.04
Si, 0.0516, 0.0447, -0.0697
Si, 0.0383, -0.041, -0.0234
Si, 0.0012, -0.0017, 0.0376
Si, 0.0061, 0.0035, 0.0241
Si, -0.0178, 0.0515, 0.0128
Si, 0.0288, 0.0257, 0.0182
Si, -0.0348, -0.0285, 0.0222
Si, 0.0025, 0.0102, -0.0514
Si, -0.0186, 0.0138, 0.0104
Si, -0.0433, 0.0085, -0.0235
Si, -0.0222, -0.0114, 0.0883
Si, 0.0382, 0.0488, -0.0161
Si, 0.0128, 0.003, 0.0758
Si, -0.0115, 0.0015, 0.0233
Si, 0.0105, 0.007, -0.0248
Si, -0.0126, -0.0295, -0.0037
Si, -0.0048, -0.0032, 0.0316
Si, 0.0001, -0.0123, -0.0161
Si, -0.0044, -0.0216, 0.03
Si, 0.0136, -0.0184, 0.0254
Si, 0.0301, -0.0113, -0.0006
Si, 0.0306, 0.0267, -0.002
Si, -0.0102, 0.0055, 0.0135
Si, 0, 0.0121, -0.0043
Si, 0.0087, -0.0035, 0.0159
Si, -0.0054, -0.0175, 0.0164
Si, 0.01, 0.024, 0.0108
Si, -0.0054, 0.0083, 0.0093
Si, -0.01, -0.0131, -0.0062
Si, 0.0127, -0.0274, -0.0048
Si, -0.0051, -0.009, 0.0171
Si, 0.0316, -0.0048, -0.0156
Si, -0.0094, -0.0797, 0.0095
Si, -0.0103, -0.0453, 0.0135
Si, 0.0055, 0.0036, 0.0144
Si, -0.0278, -0.0062, -0.0016
Si, 0.013, 0.0121, -0.0101
Si, 0.0041, -0.0105, 0.0135
Si, -0.0396, -0.0073, -0.0979
Si, -0.0155, 0.0289, 0.0188
Si, 0.0043, 0.1905, -0.0696
Si, 0.0049, -0.0014, -0.0478
Si, -0.0073, -0.0017, -0.0154
Si, 0.0137, 0.0628, -0.0198
Si, 0.0218, 0.003, 0.0245
Si, 0.0176, -0.1062, 0.0444
Si, 0.1615, 0.0435, 0.0133
Si, 0.0125, 0.0199, 0.0042
Si, -0.0692, 0.067, 0.0246
Si, 0.0427, -0.0228, 0.0241
Si, -0.0771, -0.0448, 0.0929
Si, -0.0098, 0.0104, -0.0023
Si, -0.0311, -0.033, -0.0536
Si, -0.0367, 0.0175, -0.005
Si, -0.1577, -0.0545, 0.0027
Si, 0.0518, 0.0458, -0.0259
Si, -0.088, -0.2372, -0.2435
Si, -0.0236, -0.0441, 0.014
Si, 0.0699, 0.0899, -0.0332
Si, -0.0065, 0.0178, 0.0438
Si, -0.1048, 0, -0.0011
Si, -0.0001, 0.0589, 0.0769
Si, 0.0429, -0.3788, 0.1733
Si, 0.0196, 0.007, -0.0358
Si, 0.1954, 0.1963, 0.3884
Si, 0.0332, -0.0781, -0.0716
Si, -0.0996, -0.0307, 0.1164
Si, 0.0165, 0.0466, 0.0596
Si, -0.0083, -0.0059, -0.011
Si, -0.0031, -0.0322, -0.0429
Si, -0.0041, 0.0475, 0.0306
Si, 0.0252, 0.0057, 0.0328
Si, -0.0282, 0.4059, -0.0123
Si, 0.1849, -0.0169, 0.2163
Si, -0.0076, -0.002, -0.0016
Si, -0.0123, 0.0171, -0.0043
Si, -0.114, -0.0639, -0.0181
O, 0.0036, -0.0013, -0.0235
O, -0.0081, -0.0045, 0.0214
O, 0.0461, -0.0755, -0.0131
O, 0.0111, -0.0064, 0.0017
O, 0.0128, 0.0073, -0.0031
O, -0.0277, 0.0617, -0.0282
O, -0.0168, -0.0476, -0.0045
O, -0.0113, 0.0057, 0.0185
O, -0.0092, 0.0024, -0.0246
O, -0.0105, -0.0005, 0.0109
O, -0.0335, -0.0042, 0.0334
O, -0.0079, -0.024, 0.0151
O, 0.0308, 0.0185, 0.0565
O, 0.0025, 0.0101, -0.008
O, 0.0037, 0.0243, -0.0027
O, 0.0126, -0.0037, -0.0017
O, 0.005, 0.0139, -0.0093
O, -0.0114, 0.0017, -0.011
O, -0.0185, 0.0245, 0.0146
O, 0.0005, 0.0006, 0.0071
O, -0.0138, 0.021, 0.0219
O, 0.0006, -0.0096, 0.0084
O, -0.0028, 0.0144, -0.0051
O, 0.0124, 0.1121, -0.203
Si, 0.0347, 0.0415, 0.0147
Si, 0.0383, -0.0175, 0.0064
Si, -0.0047, -0.0179, 0.0257
Si, -0.0207, 0.0094, 0.0088
Si, -0.0154, -0.0149, -0.0333
Si, -0.0003, 0.0082, -0.0267
Si, -0.0144, 0.0103, -0.0067
Si, 0.0119, -0.06, -0.1882
Si, 0.0088, 0.0303, -0.0648
Si, -0.0151, -0.0066, 0.0004
Si, -0.0092, 0.0161, -0.0409
Si, 0.0926, 0.0845, -0.0167
Si, 0.0489, 0.0306, -0.0284
Si, -0.0101, -0.0218, 0.0245
Si, -0.0339, 0.0114, -0.0253
Si, 0.0047, -0.0168, -0.0399
Si, -0.0307, 0.0278, 0.0932
Si, 0.004, -0.0015, 0.01
Si, -0.0009, -0.0254, 0.0111
Si, -0.0598, -0.176, -0.072
Si, -0.007, 0.0559, -0.0056
Si, -0.0818, -0.0713, 0.0473
Si, 0.0042, 0.0198, 0.0088
Si, 0.0124, -0.0411, 0.0036
Si, 0.0077, -0.018, -0.0019
Si, 0.0591, -0.0804, 0.0551
Si, 0.0169, -0.0186, -0.0707
Si, -0.009, -0.0345, -0.0448
Si, -0.0167, 0.0288, 0.0603
Si, 0.0019, -0.0809, -0.0105
Si, 0.017, 0.0245, 0.0132
Si, 0.003, 0.0358, -0.0292
Si, 0.0548, 0.0005, -0.0319
Si, 0.0021, 0.0342, -0.0206
Si, 0.0122, -0.0274, -0.032
Si, 0.0378, -0.0423, -0.0128
Si, -0.0221, 0.0111, -0.0509
Si, -0.0837, 0.0389, -0.0158
O, 0.0023, -0.0242, 0.0052
O, -0.0061, 0.0032, -0.0073
O, 0.0002, 0.0011, 0.0148
O, -0.0009, 0.0015, 0.0174
O, 0.0087, 0.0055, 0.0071
O, -0.0175, 0.003, 0.0049
O, -0.0226, 0.0047, 0.0093
O, -0.0309, -0.0264, 0.0159
O, 0.0048, 0.0009, 0.0383
O, -0.0011, 0.0033, 0.0111
O, -0.0476, 0.0205, 0.0121
O, 0.0109, 0.0007, 0.0274
O, -0.0073, 0.0041, -0.0132
O, -0.1602, -0.0934, -0.2292
O, -0.0174, -0.0282, -0.0077
O, -0.0375, 0.0869, -0.025
O, 0.0173, 0.0735, 0.1191
O, -0.0027, -0.0269, 0.0273
O, 0.0026, 0.0036, 0.0017
O, 0.0051, 0.0061, 0.0086
O, 0.025, 0.0101, 0.0416
O, -0.0112, 0.0105, 0.0004
O, -0.0081, 0.0056, 0.0028
O, -0.0055, 0.0043, -0.0096
O, 0.008, -0.0058, -0.0038
O, 0.0149, 0.0126, -0.001
O, 0.044, 0.0112, -0.0181
O, -0.0044, -0.0047, 0.0011
O, 0.0021, -0.0142, 0.0176
O, -0.0102, -0.0171, 0.0103
O, 0.0003, 0.0005, 0.0027
O, 0.0067, 0.0106, 0.0056
O, 0.0075, 0.0037, 0.0175
O, 0.0033, 0.0198, 0.0129
O, -0.0009, -0.0065, 0.0008
O, 0.0179, 0.0061, -0.0016
O, 0.0819, -0.1227, 0.0367
O, 0.0067, 0.0078, 0.0287
O, 0.038, 0.0179, -0.0388
O, 0.0002, 0.0217, 0.025
O, 0.0003, 0.0456, 0.0226
O, 0.0144, 0.0671, -0.062
O, 0.0015, -0.0016, -0.0067
O, -0.0032, 0.0088, -0.0003
O, -0.0515, -0.0476, 0.0377
O, -0.0057, -0.0126, 0.0177
O, -0.0047, 0.021, 0.0271
O, -0.0027, 0.0102, -0.0206
O, -0.0055, -0.0057, 0.0235
O, -0.0074, -0.0009, 0.0062
O, -0.0176, 0.0208, -0.0096
O, -0.0041, 0.0059, 0.012
O, 0.012, -0.0094, 0.0609
O, -0.0344, 0.0192, 0.0474
O, -0.0035, 0.0089, -0.0052
O, -0.0022, -0.002, 0.0127
O, -0.0033, 0.0124, 0.0127
O, 0.0077, -0.0013, 0.0105
O, 0.0117, -0.015, 0.0144
O, -0.0015, -0.0032, 0.0027
O, 0.015, -0.0608, -0.0725
O, -0.0025, 0.0001, 0.0049
O, -0.001, 0.0211, 0.0052
O, -0.0064, -0.0045, 0.0179
O, 0.0021, -0.0005, -0.0073
O, -0.0113, -0.0046, 0.0299
O, 0.0632, -0.0068, 0.0663
O, -0.0337, 0.0156, 0.0119
O, -0.0008, 0.0074, -0.0113
O, -0.0024, -0.0031, -0.0086
O, -0.0058, 0.0013, 0.0292
O, 0.0069, 0.0092, 0.0191

The program warned: the cutoff lies below the one the program advises for these potential files; the forces do not sum to zero within the program's tolerance; the exchange-correlation potential is rough where the density is thin.
